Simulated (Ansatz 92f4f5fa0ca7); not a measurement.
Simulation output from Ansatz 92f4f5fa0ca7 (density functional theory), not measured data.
Periodic cell of 218 atoms, Si134O84, from a study of silicon, its oxide and their interface. The atomic structure is a simulated model.
Doubt: the cutoff is far below the 930 eV that the study's wrapper takes by default for these files, so forces and energies are approximate.

Settings: functional PBE; potential files Ansatz PAW; basis plane waves; wave-function cutoff 580 eV; density cutoff ratio 5; exchange-correlation grid ratio 1; k mesh 1 x 1 x 1, Gamma-centred; self-consistency stop 5e-08 eV per atom in the density residual; occupations fixed; spin none; net charge 0.

Cell vectors (angstrom)
a  10.938  0  0
b  0  10.938  0
c  0  0  31.3632

Atoms: element, x, y, z (angstrom)
Si  -0.44  0.4715  23.8962
Si  6.1005  -0.6035  23.9791
Si  2.1579  3.2285  23.8716
Si  8.8106  2.3205  23.8425
Si  0.4001  4.8467  23.8276
Si  4.88  6.0304  24.0165
Si  3.2324  7.7386  24.1825
Si  7.7672  8.6278  24.0369
Si  1.3203  1.415  25.187
Si  6.9456  1.3502  25.0703
Si  4.0068  4.1278  25.1272
Si  9.6647  4.0015  25.2775
Si  1.3135  6.7349  25.12
Si  6.7979  6.8282  25.2219
Si  4.222  9.5513  25.2842
Si  9.5465  9.6477  25.2096
Si  2.7492  0.0205  26.5119
Si  8.2008  0.0392  26.6116
Si  0.0379  2.6994  26.6676
Si  5.4742  2.7239  26.4528
Si  2.6986  5.4533  26.5966
Si  8.2216  5.435  26.5248
Si  -0.0068  8.1898  26.5068
Si  5.5084  8.1784  26.6657
Si  4.1018  1.3673  27.9449
Si  9.5708  1.3673  27.9449
Si  1.3673  4.1018  27.9449
Si  6.8362  4.1018  27.9449
Si  4.1018  6.8362  27.9449
Si  9.5708  6.8362  27.9449
Si  1.3673  9.5708  27.9449
Si  6.8362  9.5708  27.9449
Si  0  0  29.3122
Si  5.469  0  29.3122
Si  2.7345  2.7345  29.3122
Si  8.2035  2.7345  29.3122
Si  0  5.469  29.3122
Si  5.469  5.469  29.3122
Si  2.7345  8.2035  29.3122
Si  8.2035  8.2035  29.3122
Si  1.3673  1.3673  30.6794
Si  6.8362  1.3673  30.6794
Si  4.1018  4.1018  30.6794
Si  9.5708  4.1018  30.6794
Si  1.3673  6.8362  30.6794
Si  6.8362  6.8362  30.6794
Si  4.1018  9.5708  30.6794
Si  9.5708  9.5708  30.6794
Si  2.7345  0  0.6835
Si  8.2035  0  0.6835
Si  0  2.7345  0.6835
Si  5.469  2.7345  0.6835
Si  2.7345  5.469  0.6835
Si  8.2035  5.469  0.6835
Si  0  8.2035  0.6835
Si  5.469  8.2035  0.6835
Si  4.1018  1.3673  2.0507
Si  9.5708  1.3673  2.0507
Si  1.3673  4.1018  2.0507
Si  6.8362  4.1018  2.0507
Si  4.1018  6.8362  2.0507
Si  9.5708  6.8362  2.0507
Si  1.3673  9.5708  2.0507
Si  6.8362  9.5708  2.0507
Si  0  0  3.418
Si  5.469  0  3.418
Si  2.7345  2.7345  3.418
Si  8.2035  2.7345  3.418
Si  0  5.469  3.418
Si  5.469  5.469  3.418
Si  2.7345  8.2035  3.418
Si  8.2035  8.2035  3.418
Si  1.4368  1.4055  4.8403
Si  6.8886  1.4169  4.7867
Si  4.0792  4.0214  4.7994
Si  9.5102  4.072  4.7886
Si  1.3359  6.9325  4.78
Si  6.8044  6.8954  4.7905
Si  4.05  9.5352  4.8559
Si  9.6098  9.4929  4.781
Si  2.7831  0.0084  6.3116
Si  8.2601  -0.0365  6.0435
Si  -0.0336  2.7387  6.1792
Si  5.5162  2.7168  6.2407
Si  2.6026  5.4287  5.9996
Si  8.134  5.5009  6.1228
Si  0.0179  8.2389  6.3225
Si  5.3815  8.1307  6.2828
Si  4.9085  0.6866  7.3869
Si  10.0709  0.8271  7.3623
Si  0.707  4.7048  7.3218
Si  6.1977  4.7858  7.3599
Si  4.2904  6.2247  7.3999
Si  9.8256  6.4707  7.4843
Si  0.9106  10.1174  7.6029
Si  6.6479  9.8289  7.3694
O  8.9999  7.0104  8.8824
O  4.8498  1.1734  8.9771
O  7.6097  9.3013  8.6712
O  3.5019  6.1887  8.9475
O  9.4506  1.2643  8.8251
O  6.6728  4.9537  8.9521
O  1.3147  9.8129  9.2409
O  1.4857  4.3143  8.7479
O  2.4581  2.7402  22.3019
O  4.5023  7.655  16.1675
O  11.2474  -0.2324  22.5626
O  2.8141  8.4618  22.7502
O  -0.3123  4.8988  22.2714
O  5.1457  5.7215  22.3938
O  8.4863  3.2569  22.4529
O  5.9283  -0.3163  22.3489
Si  6.705  4.0814  10.3114
Si  5.8303  4.7977  18.4057
Si  10.504  14.2589  12.3237
Si  -3.0633  6.8245  14.7065
Si  6.3487  4.8669  13.0606
Si  -12.4762  8.3503  12.4825
Si  4.6175  0.6531  16.508
Si  8.7646  3.5435  18.5661
Si  4.107  14.9039  11.7724
Si  8.9172  12.7984  10.2085
Si  11.318  -2.7351  16.8459
Si  16.0627  -0.0876  20.9693
Si  -2.9412  -3.5735  21.1503
Si  3.0026  8.5665  21.1518
Si  11.6573  10.499  20.9993
Si  15.6053  11.2535  10.3398
Si  10.2203  -5.5241  16.3645
Si  9.2256  4.4135  21.5323
Si  12.1152  3.1917  16.0562
Si  14.2757  13.9304  18.1298
Si  -1.5329  1.6328  16.4543
Si  0.834  6.2967  12.0029
Si  8.1118  -2.8176  9.695
Si  -4.2877  10.2563  18.2968
Si  3.3258  8.7303  15.8035
Si  1.8715  -0.7312  10.7163
Si  5.7787  -2.2673  11.2938
Si  2.2915  5.3579  9.7105
Si  7.0624  0.3071  12.0989
Si  7.8854  2.4857  13.9963
Si  -7.8283  8.0096  12.7051
Si  12.0575  11.6843  13.0667
Si  14.3615  12.8713  14.1233
Si  5.9746  7.5925  16.8697
Si  -5.8272  17.3732  20.93
Si  9.4984  -1.5661  19.1728
Si  2.8161  1.9445  20.9405
Si  10.1083  21.0691  14.809
O  2.2717  6.59  12.7714
O  3.073  11.3136  10.6392
O  8.3288  2.4894  15.5585
O  14.7577  10.2141  16.2145
O  5.3017  5.2386  19.8689
O  10.1186  2.7758  10.8367
O  8.3385  11.5715  11.1264
O  8.3229  8.1707  22.5212
O  5.2033  14.4703  10.6478
O  -4.7911  10.8874  19.7095
O  4.0754  -1.273  20.6663
O  6.1857  6.1094  17.506
O  1.9646  14.4694  17.4384
O  1.5299  9.0942  20.6527
O  7.1651  3.8777  18.5616
O  -1.5106  9.7229  13.3801
O  8.3105  7.4421  13.2792
O  6.7267  -3.3231  10.4711
O  15.7218  5.1382  12.687
O  6.6517  5.8591  14.2872
O  6.3834  7.4809  20.8207
O  8.8863  -2.8741  19.9568
O  11.3026  4.5096  15.5354
O  9.4219  3.7272  20.0508
O  11.6316  2.3144  12.9255
O  14.7419  2.7877  12.8191
O  6.1224  11.2498  17.0838
O  7.2163  7.8459  15.8082
O  1.9786  8.4377  16.6755
O  7.6551  13.7724  9.9575
O  9.1451  3.1673  13.2136
O  1.1778  17.2976  10.3933
O  9.2704  0.0827  15.906
O  -0.3892  8.7276  15.5028
O  0.0425  2.0422  16.2876
O  15.6161  12.4263  15.088
O  8.2723  -0.8108  18.3999
O  13.2892  13.6889  15.0338
O  7.2086  4.9251  11.6455
O  3.0396  8.6443  14.2016
O  3.6528  7.1506  20.6221
O  2.7999  4.424  10.9535
O  5.0482  -1.2824  10.1921
O  6.5666  3.381  13.7088
O  -0.1419  7.5076  12.4703
O  8.3373  5.7756  21.3028
O  2.9844  13.9317  19.7144
O  10.6673  -1.9794  18.1213
O  6.722  9.6448  12.2535
O  4.2874  12.2197  21.1406
O  11.0427  6.6255  17.0493
O  18.4014  11.9083  13.5385
O  2.3872  8.9106  11.5566
O  0.4318  11.0302  14.3744
O  8.9852  2.0025  18.0046
O  5.6565  0.9295  11.4996
O  0.1384  4.8503  12.36
O  13.6378  11.5591  13.475
O  4.6853  7.8957  12.2311
O  11.6782  -0.0246  11.6736
O  3.7473  12.4262  17.6138
O  9.5208  4.5575  17.5433
O  -1.8894  8.6711  10.9259
O  -9.2713  11.7687  20.5619
O  4.6046  3.9551  17.74
O  10.2439  -0.5115  20.1763
O  6.0534  8.7581  18.0075
O  -1.8359  5.9762  15.3356

Results
free energy: -132955.706 eV
free energy less fixed offsets of O -568.88, Si -635.61 eV per atom: 1.954 eV

Forces (eV/angstrom), in the order of the atoms: element, x, y, z
Si  0.514  -0.5479  -0.1729
Si  -0.3711  0.4452  -0.1544
Si  0.5027  -0.5447  -0.1993
Si  -0.4094  0.5482  -0.04
Si  -0.5972  0.3662  -0.1296
Si  0.4449  -0.4554  -0.1347
Si  -0.4826  0.494  0.0777
Si  0.4964  -0.3653  -0.0765
Si  0.0088  0.0751  -0.0514
Si  -0.0415  -0.0382  -0.0473
Si  -0.0168  -0.0069  -0.0179
Si  0.0058  -0.0353  -0.0234
Si  0.1236  -0.0723  -0.0433
Si  -0.1099  0.043  -0.1082
Si  0.0618  -0.0112  -0.0253
Si  -0.1035  0.002  0.0083
Si  -0.0736  -0.077  0.0998
Si  -0.0296  -0.0733  -0.0134
Si  0.0636  0.0048  0.1278
Si  0.0283  0.0366  0.0037
Si  -0.0454  0.0357  -0.0601
Si  -0.0053  0.0069  0.0551
Si  0.0369  0.0894  -0.0577
Si  0.0728  0.0314  0.083
Si  0.1217  0.1478  -0.576
Si  -0.0176  -0.0416  0.5965
Si  0.1282  -0.0368  0.6282
Si  -0.1046  -0.1748  -0.6048
Si  -0.2476  -0.1586  0.247
Si  -0.0699  -0.0061  -0.4614
Si  0.1136  -0.0619  -0.6138
Si  0.2528  0.2042  0.4657
Si  -0.1319  0.0204  0.0159
Si  0.0509  -0.0788  -0.0127
Si  -0.0008  0.1504  0.0111
Si  0.0443  -0.0734  0.0043
Si  0.0577  -0.0518  -0.001
Si  -0.1139  -0.0222  -0.0138
Si  0.0405  -0.0293  -0.0049
Si  0.0151  0.134  0.0095
Si  0.118  -0.0341  -0.0294
Si  -0.0172  0.0748  -0.0139
Si  0.0346  -0.1003  0.0075
Si  -0.0874  0.047  -0.0156
Si  -0.0456  0.0322  -0.0066
Si  0.0383  -0.0034  -0.0245
Si  -0.0521  0.044  -0.0006
Si  0.0616  -0.106  0.0095
Si  -0.0132  -0.0304  0.0183
Si  -0.0233  0.0016  -0.0081
Si  -0.008  -0.0268  0.0061
Si  0.011  0.0091  0.0476
Si  0.0057  0.023  -0.0049
Si  -0.001  0.007  0.0194
Si  -0.0089  0.038  0.0643
Si  -0.0004  -0.008  0.0185
Si  -0.0906  -0.0249  -0.0214
Si  -0.0289  0.075  0.043
Si  0.0673  0.0001  0.0617
Si  0.0383  -0.04  -0.01
Si  -0.0865  -0.0551  0.0537
Si  -0.1337  -0.1179  -0.0321
Si  0.1493  0.0901  -0.0355
Si  0.1084  0.0356  0.0435
Si  0.3756  0.0137  0.4543
Si  -0.099  0.0001  0.6111
Si  0.085  -0.2444  -0.4467
Si  0.0244  0.0637  -0.6607
Si  -0.2899  0.1222  0.3522
Si  -0.1206  -0.1475  0.3516
Si  -0.0385  0.2651  -0.2758
Si  -0.0347  -0.0261  -0.262
Si  -0.0705  -0.072  0.017
Si  -0.0878  -0.0099  -0.1292
Si  0.0771  0.0106  -0.1481
Si  0.0515  0.0727  -0.0311
Si  0.0125  0.0428  -0.121
Si  -0.0456  0.0168  -0.0408
Si  0.1072  0.0193  -0.0487
Si  0.0303  0.0251  -0.0927
Si  0.0951  0.0447  -0.0687
Si  0.1154  0.0903  -0.0041
Si  -0.0253  -0.009  0.0047
Si  0.0278  0.0031  -0.0625
Si  -0.1608  -0.0185  -0.0893
Si  -0.0077  -0.0686  -0.1584
Si  -0.0516  0.0463  -0.1976
Si  -0.0246  -0.0069  -0.1176
Si  -0.4618  0.5148  0.1352
Si  -0.6138  0.5018  0.0902
Si  0.4569  -0.5574  0.0502
Si  0.6631  -0.5603  0.1967
Si  -0.7113  0.3598  0.5024
Si  -0.5955  0.3649  0.2744
Si  0.5361  -0.3908  0.5788
Si  0.3792  -0.4123  0.1038
O  0.2492  -0.2216  -0.2545
O  0.1394  -0.2476  -0.0664
O  -0.1899  0.2446  -0.2167
O  0.2489  -0.0495  -0.289
O  0.2193  -0.2362  -0.1246
O  -0.1305  0.1357  -0.1207
O  -0.3447  0.1155  -0.714
O  -0.0577  0.1818  0.01
O  -0.2062  0.2676  0.3832
O  -0.0044  -0.0247  0.0197
O  -0.2086  0.1553  0.283
O  0.1451  -0.1225  0.0488
O  0.27  -0.1117  0.2622
O  -0.1572  0.1364  0.3408
O  0.0711  -0.2447  0.17
O  0.1948  -0.163  0.2583
Si  -0.2021  0.0391  0.3868
Si  -0.0437  0.0021  -0.1456
Si  -0.0223  0.0023  0.2696
Si  -0.024  0.0053  0.1126
Si  -0.1062  -0.0711  0.2595
Si  -0.0264  -0.1215  0.335
Si  0.0184  0.0096  -0.0758
Si  -0.1127  -0.0505  -0.2901
Si  0.0683  0.0269  0.2134
Si  -0.0161  0.0125  0.3047
Si  -0.0649  0.0303  -0.0196
Si  -0.0507  -0.1082  -0.2278
Si  -0.065  0.1651  -0.3341
Si  -0.0022  -0.0249  -0.1461
Si  -0.1475  0.0453  -0.3244
Si  0.0068  0.0939  0.4013
Si  -0.0567  0.016  -0.0595
Si  0.086  0.0067  -0.0642
Si  0.0161  -0.0618  -0.0376
Si  0.163  0.0311  -0.1741
Si  -0.0373  0.0644  -0.0592
Si  0.1426  -0.0274  0.2692
Si  -0.0474  -0.008  0.2234
Si  0.0578  -0.0713  -0.1399
Si  0.0538  -0.0007  -0.0693
Si  0.1194  -0.0186  0.453
Si  -0.0508  -0.0146  0.3771
Si  0.1038  -0.0592  0.2296
Si  -0.0453  0.0515  0.2791
Si  -0.0102  0.0252  0.0773
Si  0.0024  -0.1499  0.1144
Si  -0.0049  0.0154  0.163
Si  0.0169  -0.0056  0.1656
Si  0.0716  0.0213  -0.0947
Si  0.055  -0.0611  -0.2262
Si  -0.01  0.1169  -0.0686
Si  -0.0041  -0.1037  -0.1632
Si  -0.0286  -0.0419  0.0894
O  -0.0663  0.0378  -0.0767
O  0.0362  0.0953  -0.0965
O  0.041  -0.0223  -0.0057
O  -0.0282  -0.0055  0.0388
O  0.0382  0.0057  0.1106
O  0.0281  -0.0256  -0.152
O  0.0885  0.0034  -0.1361
O  -0.0948  0.1896  0.3209
O  0.0737  -0.0372  -0.1746
O  -0.0326  0.0523  0.1437
O  -0.0121  0.0226  0.0617
O  -0.0157  0.007  0.0642
O  -0.008  -0.0096  0.0915
O  -0.0283  -0.0275  0.1068
O  0.0375  -0.0128  0.0876
O  -0.0103  -0.0386  -0.0986
O  0.0448  0.0897  -0.1475
O  0.0412  0.0055  -0.1822
O  0.0613  -0.1234  -0.1011
O  0.0114  -0.0343  -0.1575
O  -0.0116  -0.0057  0.0713
O  -0.1076  -0.1893  0.1876
O  0.0239  -0.0056  -0.0225
O  0.0412  0.0459  0.2282
O  -0.0431  -0.0281  -0.0832
O  0.0352  0.0456  -0.1499
O  -0.0252  -0.009  0.0727
O  -0.0031  0.0385  -0.0076
O  0.0032  -0.0041  0.075
O  -0.0328  0.0037  -0.1279
O  0.0575  0.0095  -0.1516
O  0.0019  0.0473  -0.2511
O  0.0492  0.0511  0.0126
O  0.0057  0.0239  -0.0377
O  -0.008  -0.0043  0.0066
O  -0.0656  -0.0027  -0.0205
O  0.0064  0.0028  0.0255
O  -0.0289  0.0632  -0.0114
O  0.0565  -0.0214  -0.2144
O  -0.0035  0.0366  -0.0326
O  -0.0185  0.004  0.0435
O  -0.0363  0.1039  -0.1177
O  -0.0041  -0.018  -0.19
O  0.0244  0.0459  -0.0574
O  -0.0569  0.0681  -0.1017
O  0.0435  -0.2034  0.0981
O  -0.0318  0.0285  0.0601
O  0.039  0.0088  0.0577
O  0.0172  -0.01  -0.1752
O  0.0338  0.1293  0.0566
O  0.0252  -0.0006  0.0153
O  -0.0115  -0.0254  -0.1908
O  -0.071  0.0464  -0.1985
O  0.0492  0.0196  -0.0848
O  0.0642  0.0615  0.0445
O  -0.097  -0.1218  -0.1479
O  -0.0284  -0.0189  -0.1265
O  -0.0792  0.0365  -0.0877
O  0.074  0.0887  -0.1908
O  0.0103  -0.0208  -0.154
O  -0.0415  0.0023  0.0955
O  0.0134  -0.0009  0.135
O  0.0043  0.011  -0.2028
O  -0.0193  0.0294  0.1171
O  -0.0337  -0.0222  0.0575
O  0.0561  0.0542  0.1124
O  -0.0293  0.0059  0.1072
O  0.0556  -0.0235  0.0186

The program warned: the cutoff lies below the one the program advises for these potential files; the exchange-correlation potential is rough where the density is thin.
